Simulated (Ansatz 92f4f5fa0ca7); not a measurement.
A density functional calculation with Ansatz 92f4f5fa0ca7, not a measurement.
Periodic cell of 215 atoms, Si131O82As2, from a study of silicon, its oxide and their interface. The atomic structure is a simulated model.

Settings: functional PBE; potential files Ansatz PAW; basis plane waves; wave-function cutoff 700 eV; density cutoff ratio 5; exchange-correlation grid ratio 1; k mesh 2 x 2 x 1, shifted by 0.5 0.5 0.5 of a step; self-consistency stop 5e-08 eV per atom in the density residual; occupations fixed; spin none; net charge 0.

Cell vectors (angstrom)
a, 10.938, 0, 0
b, 0, 10.938, 0
c, 0, 0, 31.5432

Atoms: element, x, y, z (angstrom)
Si, 10.4095, 0.6038, 24.331
Si, 6.0176, 10.5299, 24.1332
Si, 2.0999, 3.2768, 24.0797
Si, 8.6776, 2.2889, 24.3019
Si, 0.4752, 5.0875, 24.1539
Si, 5.0282, 5.9231, 24.181
Si, 3.3718, 7.6802, 24.139
Si, 7.8038, 8.8567, 23.988
Si, 1.3232, 1.4987, 25.4483
Si, 6.8961, 1.3244, 25.485
Si, 4.0086, 4.1242, 25.313
Si, 9.6489, 4.1221, 25.4143
Si, 1.4795, 6.8413, 25.3557
Si, 6.8758, 6.968, 25.2332
Si, 4.2091, 9.5545, 25.3294
Si, 9.5114, 9.6627, 25.4249
Si, 2.7642, 0.0209, 26.6381
Si, 8.2038, -0.0029, 26.9254
Si, -0.001, 2.7914, 26.9051
Si, 5.4333, 2.755, 26.6596
Si, 2.7422, 5.4639, 26.8211
Si, 8.2077, 5.542, 26.6264
Si, 0.0255, 8.2289, 26.6454
Si, 5.5307, 8.2194, 26.7806
Si, 4.1066, 1.3726, 28.0676
Si, 9.5752, 1.3911, 28.2191
Si, 1.3825, 4.139, 28.2169
Si, 6.8297, 4.1425, 28.0251
Si, 4.137, 6.8438, 28.1308
Si, 9.5916, 6.8572, 28.0518
Si, 1.3892, 9.5919, 28.0456
Si, 6.8308, 9.558, 28.216
Si, 0.0254, -0.0134, 29.4943
Si, 5.4473, 0.0185, 29.4998
Si, 2.753, 2.7186, 29.4974
Si, 8.1683, 2.7757, 29.4866
Si, -0.0215, 5.5009, 29.5029
Si, 5.4842, 5.4637, 29.482
Si, 2.7357, 8.2131, 29.4665
Si, 8.2302, 8.1805, 29.4996
Si, 1.3673, 1.3673, 30.8594
Si, 6.8362, 1.3673, 30.8594
Si, 4.1018, 4.1018, 30.8594
Si, 9.5708, 4.1018, 30.8594
Si, 1.3673, 6.8362, 30.8594
Si, 6.8362, 6.8362, 30.8594
Si, 4.1018, 9.5708, 30.8594
Si, 9.5708, 9.5708, 30.8594
Si, 2.7345, 0, 0.6835
Si, 8.2035, 0, 0.6835
Si, 0, 2.7345, 0.6835
Si, 5.469, 2.7345, 0.6835
Si, 2.7345, 5.469, 0.6835
Si, 8.2035, 5.469, 0.6835
Si, 0, 8.2035, 0.6835
Si, 5.469, 8.2035, 0.6835
Si, 4.1137, 1.3479, 2.0513
Si, 9.5503, 1.3772, 2.0308
Si, 1.3363, 4.1281, 2.0603
Si, 6.8608, 4.065, 2.0612
Si, 4.0891, 6.8415, 2.0344
Si, 9.5936, 6.809, 2.0524
Si, 1.3823, 9.5513, 2.0608
Si, 6.8368, 9.566, 2.0581
Si, -0.0622, -0.0329, 3.3485
Si, 5.4698, -0.02, 3.468
Si, 2.694, 2.7073, 3.3532
Si, 8.2239, 2.6996, 3.4865
Si, -0.0219, 5.4653, 3.5187
Si, 5.4605, 5.4579, 3.3462
Si, 2.7327, 8.1633, 3.4692
Si, 8.2194, 8.1726, 3.3799
Si, 1.2695, 1.3567, 4.6732
Si, 6.9075, 1.2709, 4.864
Si, 4.0548, 4.0996, 4.6693
Si, 9.5621, 4.0631, 4.9274
Si, 1.3564, 6.8392, 4.9166
Si, 6.8463, 6.79, 4.697
Si, 4.131, 9.4983, 4.8388
Si, 9.5708, 9.5367, 4.7532
Si, 2.5921, -0.0786, 5.9949
Si, 8.2361, -0.1478, 6.2643
Si, 0.0244, 2.6568, 6.242
Si, 5.5314, 2.7906, 6.0021
Si, 2.7025, 5.3545, 6.1795
Si, 8.1293, 5.4616, 6.2032
Si, -0.0062, 8.2831, 6.2506
Si, 5.5538, 8.1223, 6.1591
As, 3.5062, 1.9156, 6.9012
Si, 9.9915, 0.8573, 7.4967
As, 1.6828, 3.6818, 7.7464
Si, 6.2229, 4.579, 7.3675
Si, 4.5743, 6.3033, 7.2702
Si, 9.1448, 7.2294, 7.3858
Si, 0.8624, 10.1724, 7.5054
Si, 7.3736, 8.9065, 7.5075
O, 4.4861, 6.6138, 8.8931
O, 0.5589, 4.3659, 9.132
O, 9.6457, 6.6749, 8.8626
O, 1.2339, 10.1186, 9.1291
O, 6.1045, 4.2807, 8.9956
O, 3.6135, 1.3167, 8.5969
O, 7.0761, 9.0075, 9.1472
O, 9.5765, 1.0925, 9.0905
O, 8.207, 2.5921, 22.7497
O, 10.97, 5.5947, 22.6365
O, 5.6041, 0.1085, 22.6182
O, 5.2623, 5.44, 22.6139
O, 2.0944, 2.8433, 22.4728
O, 3.301, 7.9004, 22.4884
O, 8.3442, 8.7895, 22.4059
O, -0.2032, 11.2821, 22.7391
Si, 2.0635, 3.1516, 12.8949
Si, 8.6057, 1.3205, 10.3821
Si, 0.995, 4.6156, 15.3575
Si, 7.3952, 5.6114, 12.2141
Si, 2.3779, 8.2363, 21.1936
Si, 5.2854, 7.7912, 12.4815
Si, 9.1477, 0.5394, 15.5206
Si, 2.8345, 0.0468, 16.6311
Si, 10.3741, 1.3185, 12.6463
Si, 7.7313, 2.8828, 21.2352
Si, 9.0357, 8.8882, 14.457
Si, 1.1564, 5.0329, 10.4886
Si, 4.4234, 9.5634, 19.1036
Si, 11.0359, 6.1524, 21.1072
Si, 6.5111, 10.5435, 14.8233
Si, 5.3507, 0.7832, 21.1662
Si, 2.271, 9.8425, 10.3674
Si, 0.3926, 10.6804, 21.3726
Si, 5.8196, 5.2979, 21.1044
Si, 3.5328, 7.1253, 10.0909
Si, 8.9708, 5.7614, 14.7929
Si, 3.6158, 4.1383, 19.087
Si, 9.9724, 3.7262, 19.314
Si, 4.1493, 8.7421, 15.3475
Si, 0.3673, 2.002, 17.1349
Si, 6.7365, 7.5998, 19.2284
Si, 5.1634, 3.7154, 16.6987
Si, 7.7193, 5.0832, 17.5053
Si, 6.6261, 9.926, 10.4233
Si, 4.2873, 1.0534, 10.0282
Si, -0.1374, 9.256, 11.9133
Si, 9.0593, 8.6814, 20.9293
Si, 4.4514, 1.767, 14.5271
Si, 2.4067, 2.131, 21.0403
Si, 6.2406, 3.3602, 10.3305
Si, 3.3393, 6.0081, 16.7622
Si, 9.6813, 6.7869, 10.4794
O, 0.0748, 2.7108, 18.5719
O, 2.8219, 9.7124, 15.5664
O, 10.8095, 4.8687, 20.1301
O, 7.4402, 2.3473, 9.9363
O, 10.7963, 5.7947, 11.1757
O, 6.3952, 6.6868, 12.9364
O, 10.0085, 8.3641, 10.8045
O, 7.5731, 9.5586, 13.9854
O, 8.2006, 6.3766, 11.022
O, 5.3003, 10.5653, 20.0353
O, 1.9581, 3.9381, 11.4495
O, 7.9247, 8.5986, 19.7539
O, 6.1476, 6.7774, 20.5158
O, 5.4044, 2.8194, 15.3583
O, 1.2724, 0.9691, 20.6855
O, 6.0073, 9.0133, 11.6383
O, 4.4976, 5.0783, 16.0908
O, 6.5074, 3.9975, 17.5833
O, 10.5658, 10.8558, 11.8412
O, 5.486, 0.5937, 13.9528
O, 7.9937, 5.1623, 15.9205
O, 9.5948, 9.8952, 15.6261
O, -0.4516, 5.2615, 15.0462
O, 1.5309, 6.8906, 20.7887
O, 1.4236, 0.7288, 17.1509
O, 6.5576, 1.8262, 20.8134
O, 0.8732, 2.0246, 12.9227
O, 3.2153, 5.5756, 18.3592
O, 9.4036, 2.1039, 11.5915
O, 0.8884, 3.1857, 16.14
O, 8.4696, 5.1728, 13.3591
O, 10.2262, 8.7597, 13.3471
O, 1.4052, 9.446, 21.6829
O, 10.0401, 9.9816, 20.5975
O, 3.0816, 0.2618, 10.8557
O, 4.8885, 2.4609, 10.6535
O, 1.7931, 4.3264, 13.9798
O, 7.9038, 10.8506, 10.8961
O, 9.0437, 4.5198, 18.2422
O, 5.5288, 9.5826, 15.7341
O, 5.505, 0.0047, 9.8568
O, 3.4996, 2.4171, 13.3337
O, 1.8485, 5.745, 16.1595
O, 9.5968, 1.1301, 14.0614
O, 4.2564, 6.9689, 11.5298
O, 4.7324, 4.505, 20.2046
O, 9.8521, 1.418, 16.6711
O, 6.5845, 4.3172, 11.6153
O, 5.5308, 8.4818, 18.5607
O, 9.0413, 2.7814, 20.2703
O, 3.5093, 1.2167, 15.7329
O, 4.1414, 3.1485, 17.8703
O, 9.8752, 7.27, 20.8891
O, 3.3052, 8.7171, 9.8058
O, 3.8367, 7.5169, 16.3894
O, 7.5103, 0.5773, 15.7008
O, 8.8227, 7.3753, 14.9649
O, 3.8943, 1.4947, 21.1721
O, 1.4782, 9.149, 11.6372
O, 2.182, 6.2441, 10.0927
O, 7.2934, 6.5366, 18.1187
O, 7.1937, 4.4201, 21.1144
O, 4.4143, 8.2927, 13.7861
O, 3.2801, 8.7379, 19.9377
O, 2.4556, 3.2884, 19.872
O, 3.673, 10.4473, 17.9416

Results
free energy: -139640.726 eV
free energy less fixed offsets of As -4857.07, O -569.03, Si -635.61 eV per atom: -1.216 eV

Forces (eV/angstrom), in the order of the atoms: element, x, y, z
Si, -0.0388, 0.0382, -0.0623
Si, 0.034, -0.0264, -0.057
Si, -0.0551, 0.0251, -0.0532
Si, 0.0126, -0.0307, -0.0556
Si, 0.0286, -0.0296, -0.0583
Si, -0.0345, 0.0151, -0.0538
Si, 0.0352, -0.0398, -0.0598
Si, -0.0089, 0.052, -0.0536
Si, 0.0011, 0.0221, 0.0088
Si, 0.0106, -0.0278, -0.0165
Si, -0.0303, -0.0028, 0.0038
Si, 0.0229, -0.0239, -0.0036
Si, 0.0202, -0.0064, 0.0015
Si, -0.0035, 0.026, 0.0108
Si, 0.011, -0.014, 0.0169
Si, -0.0207, 0.008, -0.0015
Si, 0.0081, -0.0082, 0.0402
Si, -0.0062, -0.0074, -0.039
Si, 0.0043, 0.0114, -0.0377
Si, -0.0263, 0.0111, 0.0671
Si, -0.0044, -0.0089, -0.0283
Si, -0.0143, 0.0176, 0.0711
Si, 0.0007, -0.0128, 0.0614
Si, 0.0142, 0.0055, -0.0317
Si, 0.0018, 0.0024, 0.0154
Si, 0.0048, 0.01, -0.0112
Si, 0.0009, 0.0082, -0.0057
Si, 0.0028, 0.0018, 0.0097
Si, 0.0088, 0.0043, -0.0075
Si, 0.0001, 0.0018, 0.0104
Si, 0.0007, -0.0014, 0.0199
Si, -0.0024, -0.0097, -0.0053
Si, 0.0279, -0.0308, -0.0209
Si, -0.0251, 0.0266, -0.0185
Si, 0.0223, -0.0274, -0.0242
Si, -0.0277, 0.0308, -0.0226
Si, -0.0252, 0.0227, -0.026
Si, 0.0232, -0.024, -0.0147
Si, -0.0299, 0.0267, -0.0201
Si, 0.0248, -0.0213, -0.0233
Si, 0.1433, -0.0502, 0.0882
Si, -0.1562, 0.1256, -0.0636
Si, 0.1286, -0.0682, -0.0079
Si, -0.1621, 0.1487, -0.0399
Si, -0.0111, 0.2133, -0.0913
Si, 0.1036, -0.1472, 0.0393
Si, -0.1427, 0.0679, -0.053
Si, 0.1419, -0.0734, 0.0404
Si, 0.0492, -0.1647, 0.0745
Si, -0.1585, 0.0623, -0.11
Si, -0.0801, 0.1104, -0.0546
Si, 0.1118, -0.1175, 0.0772
Si, -0.1563, 0.0176, -0.071
Si, 0.0786, -0.1994, 0.1211
Si, 0.1925, -0.0966, 0.0811
Si, -0.0488, 0.1037, -0.0583
Si, 0.0208, -0.0169, 0.0311
Si, -0.0188, 0.0144, 0.0175
Si, -0.0273, 0.0269, 0.0309
Si, 0.0307, 0.0108, 0.0127
Si, -0.0098, 0.0174, 0.0206
Si, 0.027, -0.0266, 0.0321
Si, -0.0092, -0.0351, 0.0146
Si, -0.0313, 0.03, 0.0264
Si, 0.0354, 0.0175, -0.0189
Si, 0.0005, -0.0013, -0.016
Si, 0.016, 0.0054, -0.0032
Si, 0.0398, 0.0261, -0.0184
Si, -0.0024, -0.0016, -0.0104
Si, -0.016, -0.0419, -0.0186
Si, -0.0346, -0.0403, -0.0155
Si, 0.0043, -0.0048, 0.005
Si, -0.026, -0.0123, 0.0001
Si, -0.0164, 0.0039, -0.0316
Si, 0.0174, 0.0395, 0
Si, 0.0034, -0.0026, -0.0905
Si, 0.0209, -0.0009, -0.0835
Si, 0.0048, 0.0082, 0.0241
Si, -0.0008, 0.0205, -0.0288
Si, 0.0001, 0.0132, 0.0262
Si, 0.0065, 0.0054, 0.0075
Si, 0.0072, -0.0091, 0.0101
Si, 0.0624, 0.0073, 0.0125
Si, -0.0455, -0.0442, -0.0066
Si, -0.0035, -0.0571, -0.0047
Si, -0.045, -0.0072, -0.0069
Si, 0.0035, 0.0305, -0.0021
Si, 0.0248, -0.0023, 0.0128
As, 0.0146, -0.0048, 0.0294
Si, 0.0249, -0.0163, 0.0637
As, 0.0378, -0.0294, 0.074
Si, -0.0823, 0.0283, 0.0757
Si, 0.044, -0.0319, 0.0605
Si, -0.0293, 0.0121, 0.0934
Si, -0.0287, 0.0554, 0.0625
Si, 0.0171, -0.0434, 0.0559
O, -0.0193, 0.0106, 0.0072
O, -0.0289, 0.0512, 0.0599
O, -0.0139, 0.0249, -0.0334
O, 0.0033, -0.0041, -0.022
O, 0.0179, -0.0021, -0.0025
O, 0.0391, 0.0026, 0.041
O, 0.0058, 0.0108, -0.0311
O, -0.0096, -0.0025, -0.0004
O, -0.0006, 0.0054, -0.0041
O, 0.0047, 0.0058, -0.0013
O, 0.0031, 0.0023, 0.0029
O, 0.0145, 0.0055, -0.0046
O, 0.0162, -0.0039, 0.0037
O, -0.0173, 0.0041, 0.0021
O, -0.0003, -0.008, 0.003
O, 0.009, -0.0117, 0.0071
Si, 0.0041, 0.0043, -0.0148
Si, -0.0031, 0.0091, 0.0094
Si, 0.0028, 0.0011, -0.0044
Si, -0.0042, -0.0056, 0.0048
Si, 0.0021, -0.0017, -0.007
Si, -0.006, -0.0055, 0.003
Si, -0.0014, 0.0041, 0.0027
Si, -0.0046, 0.0019, 0.0008
Si, 0.0048, 0.0109, -0.0022
Si, 0.0035, 0.0035, -0.0023
Si, -0.0021, -0.0007, 0.0038
Si, -0.0136, -0.0274, -0.038
Si, -0.0001, -0.0038, -0.0065
Si, 0.0004, -0.0036, -0.0061
Si, -0.0018, 0.0034, -0.0012
Si, 0.0004, 0.0026, -0.0087
Si, 0.0185, 0.0054, 0.0179
Si, 0.0007, 0.0009, -0.006
Si, 0.0029, 0.0003, -0.0003
Si, -0.01, -0.0108, 0.0008
Si, -0.0013, -0.0025, -0.0025
Si, -0.0036, 0.0014, -0.0027
Si, 0.0031, -0.0035, -0.0022
Si, 0.0002, -0.001, -0.0024
Si, 0.0004, -0.0006, 0.0011
Si, -0.0028, 0.0015, -0.0059
Si, 0.0041, -0.007, -0.0045
Si, -0.0036, -0.0023, -0.0011
Si, -0.0057, 0.013, 0.0192
Si, -0.0238, 0.0176, -0.0302
Si, 0.0073, 0, 0.0025
Si, 0.0019, 0.0009, -0.0142
Si, -0.0002, 0.0059, -0.0092
Si, -0.0031, -0.0011, -0.01
Si, -0.0104, -0.0043, 0.0052
Si, -0.0039, 0.0048, -0.0001
Si, 0.0125, -0.011, 0.0274
O, -0.0138, 0.0172, -0.0061
O, 0.023, 0.0006, 0.0111
O, -0.0109, 0.0054, 0.0049
O, 0.0002, -0.0107, 0.0129
O, -0.025, 0.0329, -0.0162
O, 0.0052, 0.0053, -0.0211
O, 0.0073, -0.0156, 0.0067
O, 0.015, 0.0014, 0.0362
O, 0.0122, -0.0045, 0.0091
O, -0.0131, 0.0083, 0.0098
O, -0.0134, 0.007, 0.0055
O, -0.0042, -0.0157, 0.0169
O, 0.0067, -0.0137, -0.0157
O, 0.0045, -0.0051, 0.0015
O, 0.0139, 0.0048, 0.0246
O, -0.0052, -0.011, -0.0175
O, -0.0125, -0.0025, 0.0335
O, -0.0014, 0.0186, -0.0023
O, 0.0023, -0.0061, 0.0141
O, -0.0039, 0.0066, 0.0417
O, 0.0187, 0.0064, 0.0054
O, -0.0217, 0.0164, -0.028
O, -0.0085, -0.0009, 0.0046
O, -0.0096, 0.0145, 0.0183
O, -0.0044, 0.0143, -0.0053
O, -0.0021, 0.0011, 0.0199
O, -0.0087, 0.007, -0.0037
O, 0.0191, -0.0255, -0.0165
O, -0.0041, -0.0139, -0.0021
O, -0.0083, 0.0019, 0.0088
O, -0.0071, 0.0178, 0.001
O, 0.0017, 0.0144, -0.0054
O, -0.0028, 0.0067, -0.0105
O, -0.0079, -0.0211, 0.0201
O, 0.0011, -0.0335, -0.0135
O, 0.0295, -0.0085, -0.0257
O, -0.0127, -0.0145, 0.0137
O, -0.0107, 0.0075, -0.0283
O, -0.0072, -0.0069, 0.0062
O, -0.0074, 0.0067, -0.0296
O, -0.0029, -0.0055, 0.0172
O, -0.0094, -0.0039, 0.022
O, 0.015, -0.0118, -0.002
O, 0.0006, -0.0127, 0.0077
O, 0.006, 0.0224, -0.0116
O, 0.0085, 0.0097, -0.0002
O, 0.0127, -0.008, -0.0194
O, 0.0111, 0.0119, -0.0147
O, 0.0088, -0.0056, 0.0274
O, -0.0095, 0.0213, 0.0009
O, 0.0033, -0.0121, -0.0148
O, -0.01, 0.0339, 0.0116
O, 0.0075, 0.0043, 0.0067
O, -0.0169, 0.0031, 0.0159
O, -0.0061, -0.0042, -0.014
O, 0.0136, -0.0133, -0.0235
O, -0.0011, 0.0018, -0.01
O, -0.0007, 0.0026, 0.0008
O, -0.0081, 0.0039, -0.0278
O, 0.016, 0.0095, 0.0117
O, -0.0039, -0.0103, 0.0136
O, -0.019, -0.0121, -0.0002
O, 0.0113, -0.0042, 0.0005
O, 0.0036, 0.0071, 0.0116
O, 0.0134, -0.0163, 0.0199
O, -0.0067, -0.0055, 0.0026

The program warned: the cutoff lies below the one the program advises for these potential files; the exchange-correlation potential is rough where the density is thin.
